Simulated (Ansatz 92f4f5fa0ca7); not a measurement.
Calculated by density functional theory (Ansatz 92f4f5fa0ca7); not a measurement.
Periodic cell of 237 atoms, Si147O90, from a study of silicon, its oxide and their interface. The atomic structure is a simulated model.
Doubt: the cutoff is low for norm-conserving oxygen, so forces and energies are approximate.
Doubt: the program's own warning below bears on the result.
This geometry differs little from another in the collection (a relaxation step or a small displacement).

Settings
functional: HSE06
potential files: SPMS norm-conserving
basis: plane waves
wave-function cutoff: 800 eV
density cutoff ratio: 4
exchange-correlation grid ratio: 1
k mesh: 1 x 1 x 1, Gamma-centred
occupations: fixed
spin: none
net charge: 0

Cell vectors (angstrom)
a  11.6015  0  0
b  0  10.938  0
c  0  0  32.0622

Atoms: element, x, y, z (angstrom)
Si  -0.1739  -0.0699  23.2714
Si  3.6777  0.237  23.0985
Si  7.5691  -0.1065  23.4404
Si  1.6861  1.405  23.3766
Si  5.749  1.4345  23.1966
Si  9.4676  1.2366  23.3303
Si  0.1643  5.3237  23.4683
Si  4.1425  5.3088  23.4056
Si  8.0425  5.6058  23.5638
Si  2.1715  6.5797  23.3937
Si  5.9916  6.7823  23.4843
Si  10.0131  6.8751  23.6043
Si  1.9141  2.6817  25.356
Si  5.837  2.6725  25.2696
Si  9.6505  2.6844  25.2569
Si  11.6088  4.0148  25.3875
Si  3.9055  3.9913  25.3309
Si  7.7637  4.0858  25.347
Si  1.983  8.1655  25.2067
Si  5.7821  8.2009  25.3492
Si  9.716  8.2778  25.4253
Si  11.6442  9.5701  25.2721
Si  3.8657  9.6187  25.0929
Si  7.7007  9.5457  25.3974
Si  11.647  -0.0023  27.2166
Si  3.8948  -0.0398  27.157
Si  7.7547  0.0101  27.2698
Si  1.9781  1.3281  27.262
Si  5.8214  1.342  27.2234
Si  9.6963  1.3462  27.2159
Si  11.5999  5.4781  27.239
Si  3.8528  5.4428  27.2187
Si  7.719  5.4761  27.2515
Si  1.942  6.845  27.1994
Si  5.7659  6.8191  27.2539
Si  9.6637  6.8217  27.2665
Si  1.9336  2.7345  29.1629
Si  5.8008  2.7345  29.1629
Si  9.6679  2.7345  29.1629
Si  0  4.1018  29.1629
Si  3.8672  4.1018  29.1629
Si  7.7343  4.1018  29.1629
Si  1.9336  8.2035  29.1629
Si  5.8008  8.2035  29.1629
Si  9.6679  8.2035  29.1629
Si  0  9.5708  29.1629
Si  3.8672  9.5708  29.1629
Si  7.7343  9.5708  29.1629
Si  0  0  31.0965
Si  3.8672  0  31.0965
Si  7.7343  0  31.0965
Si  1.9336  1.3673  31.0965
Si  5.8008  1.3673  31.0965
Si  9.6679  1.3673  31.0965
Si  0  5.469  31.0965
Si  3.8672  5.469  31.0965
Si  7.7343  5.469  31.0965
Si  1.9336  6.8362  31.0965
Si  5.8008  6.8362  31.0965
Si  9.6679  6.8362  31.0965
Si  1.9336  2.7345  0.9679
Si  5.8008  2.7345  0.9679
Si  9.6679  2.7345  0.9679
Si  0  4.1018  0.9679
Si  3.8672  4.1018  0.9679
Si  7.7343  4.1018  0.9679
Si  1.9336  8.2035  0.9679
Si  5.8008  8.2035  0.9679
Si  9.6679  8.2035  0.9679
Si  0  9.5708  0.9679
Si  3.8672  9.5708  0.9679
Si  7.7343  9.5708  0.9679
Si  11.6029  0.0171  2.9074
Si  3.8499  0.0098  2.9118
Si  7.7393  0.007  2.8969
Si  1.9259  1.3899  2.9192
Si  5.809  1.3488  2.8605
Si  9.656  1.374  2.9136
Si  11.5641  5.486  2.881
Si  3.8738  5.4874  2.8942
Si  7.7403  5.4961  2.9013
Si  1.9098  6.8082  2.8718
Si  5.8113  6.8433  2.8898
Si  9.6601  6.8842  2.9378
Si  1.9084  2.8223  4.8229
Si  5.8322  2.7258  4.7534
Si  9.6002  2.7682  4.8368
Si  11.5333  4.1217  4.8002
Si  3.9085  4.0905  4.7983
Si  7.7234  4.1848  4.8667
Si  1.8903  8.1322  4.8072
Si  5.8085  8.2414  4.7912
Si  9.662  8.2938  4.882
Si  11.631  9.6319  4.8721
Si  3.819  9.4663  4.7746
Si  7.7295  9.65  4.8765
Si  11.6047  0.1919  6.7707
Si  3.7588  -0.0638  6.6205
Si  7.6992  0.0198  6.9055
Si  2.0554  1.4842  6.7532
Si  5.7169  1.2575  6.6044
Si  9.66  1.4896  6.8401
Si  11.5099  5.4892  6.7215
Si  3.9653  5.403  6.769
Si  7.7106  5.6332  6.8164
Si  1.9584  6.6297  6.6626
Si  5.7914  6.9471  6.7464
Si  9.7218  7.0226  6.8931
O  9.9181  8.0078  8.2346
O  7.5539  9.9079  8.1941
O  7.3881  4.6937  8.1381
O  3.4123  10.3394  8.1567
O  2.0049  7.5244  8.0265
O  4.0424  4.4919  8.1563
O  9.8651  2.4453  8.1798
O  2.6539  2.2782  8.109
O  11.3774  4.5944  8.0948
O  5.3635  2.2544  7.8546
O  5.8076  7.9154  8.0895
O  11.3524  10.2537  8.1262
O  11.3289  10.0429  21.8284
O  3.2824  10.7185  21.5402
O  5.8923  7.7386  22.1476
O  4.2645  4.4443  21.9882
O  7.6635  9.7238  22.2022
O  10.3121  7.6921  22.2127
O  1.5395  2.383  22.06
O  5.9555  2.4576  21.8979
O  8.4264  4.7449  22.2167
O  -0.0394  4.4621  22.0641
O  2.3489  7.3131  21.9436
O  9.1922  1.8735  21.8366
Si  1.8485  7.781  9.5864
Si  5.0412  0.5226  17.697
Si  2.5483  5.439  13.9843
Si  10.5841  3.8575  14.0685
Si  8.2553  2.4113  15.2392
Si  9.5328  2.2881  20.3179
Si  10.5099  3.6489  9.0676
Si  0.014  2.3205  11.559
Si  11.0208  8.1323  15.2899
Si  5.192  6.9086  13.9791
Si  5.7703  2.5894  11.1066
Si  8.6324  7.6964  19.4131
Si  8.1  4.8802  20.6487
Si  5.9517  9.5875  15.2193
Si  2.1352  7.604  20.3795
Si  1.9444  4.9194  18.7855
Si  4.4912  3.4036  18.0452
Si  8.5527  8.9438  16.827
Si  0.797  9.474  13.1928
Si  9.8971  10.6613  11.6514
Si  5.364  3.7146  21.0384
Si  0.6522  5.5398  16.1997
Si  10.7352  9.1319  9.0975
Si  6.6054  8.9023  21.2928
Si  7.1354  7.0524  11.4485
Si  2.6495  0.7491  12.1352
Si  10.9277  8.6576  21.0787
Si  5.9785  4.2742  15.6158
Si  7.1162  0.5004  12.9636
Si  4.0837  2.9219  8.579
Si  0.8975  6.6979  11.8729
Si  6.5208  8.9964  9.0685
Si  0.6348  3.3234  21.1219
Si  9.8287  6.4651  12.8413
Si  7.6983  4.5019  9.7106
Si  3.9959  10.0472  20.2392
Si  4.2712  3.0063  13.5014
Si  3.8118  10.0233  9.6949
Si  8.0625  0.794  18.0032
O  11.4668  3.1825  12.9071
O  9.3049  4.4323  9.8205
O  8.7753  3.6428  19.8992
O  4.0762  -0.1272  18.8233
O  11.4045  4.5347  15.2759
O  9.841  9.8338  10.2524
O  3.6996  1.5533  13.0724
O  0.5937  9.0983  14.7493
O  6.4868  0.86  18.3606
O  4.7803  3.1966  19.6303
O  6.2517  1.1701  11.7535
O  0.4319  8.5218  9.8254
O  5.5909  4.25  17.1935
O  8.4981  7.1196  12.2773
O  4.4514  2.6478  10.1374
O  2.1276  5.6284  15.5296
O  3.3748  0.1222  10.8398
O  5.9795  7.1105  12.5759
O  2.3615  6.3462  19.4069
O  0.7287  5.0482  17.7316
O  8.4235  10.7239  12.3196
O  5.4135  9.9805  9.687
O  0.6212  8.1266  20.2803
O  9.7535  2.6754  14.7577
O  1.9662  10.5589  13.0576
O  9.9326  9.0369  16.0299
O  6.2429  10.3848  13.836
O  7.5323  1.6218  14.0418
O  1.5776  3.9894  20.0295
O  5.8077  5.7326  14.9293
O  7.3232  8.9586  15.8006
O  1.4822  1.6898  11.5762
O  7.1371  8.2476  10.3571
O  4.3491  1.9433  17.3536
O  7.0346  3.1516  10.2796
O  11.61  7.0131  16.2732
O  8.4298  10.2019  17.7842
O  3.134  8.6127  10.0722
O  7.5164  3.8258  15.4631
O  3.1369  4.2471  17.9532
O  2.9897  3.9418  13.6542
O  1.2737  8.1694  12.3979
O  1.2743  5.678  13.0445
O  5.0754  8.2987  14.7968
O  11.1339  2.4798  20.295
O  10.9673  9.9669  12.6327
O  5.3243  3.5037  12.3694
O  5.0668  3.1338  14.8979
O  6.4868  4.802  20.5956
O  8.2969  1.5999  16.6276
O  10.4314  1.2275  11.4206
O  10.9186  6.498  11.6459
O  3.2244  8.6832  19.9123
O  1.7276  6.4514  10.506
O  7.2567  8.2856  19.9776
O  8.576  7.6493  17.7989
O  3.6924  6.4836  13.5962
O  9.6179  4.9557  13.3704
O  5.5077  9.9207  20.7553
O  10.3267  7.3752  14.0588
O  8.7409  6.1963  19.988
O  7.081  5.6857  10.601
O  5.2377  10.5189  16.3674
O  9.0184  1.2386  19.2178
O  11.5307  3.1984  10.2173
O  9.8092  8.6847  19.9168

Results
free energy: -56969.720 eV
free energy less fixed offsets of O -447.96, Si -113.29 eV per atom: 0.310 eV
gap between the highest filled and lowest empty level on this k mesh: 1.487 eV

The program warned: the cutoff lies below the one the program advises for these potential files; the model core charge is not resolved on the grid; the forces do not sum to zero within the program's tolerance; the exchange-correlation potential is rough where the density is thin.
